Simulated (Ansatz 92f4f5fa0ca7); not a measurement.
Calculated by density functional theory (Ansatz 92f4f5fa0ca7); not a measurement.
Periodic cell of 258 atoms, Si166O92, from a study of silicon, its oxide and their interface. The atomic structure is a simulated model.
Doubt: the cutoff is far below the 930 eV that the study's wrapper takes by default for these files, so forces and energies are approximate.
This geometry differs little from another in the collection (a relaxation step or a small displacement).

Settings: functional PBE; potential files Ansatz PAW; basis plane waves; wave-function cutoff 580 eV; density cutoff ratio 5; exchange-correlation grid ratio 1; k mesh 1 x 1 x 1, Gamma-centred; self-consistency stop 5e-08 eV per atom in the density residual; occupations fixed; spin none; net charge 0.

Cell vectors (angstrom)
a, 10.938, 0, 0
b, 0, 10.938, 0
c, 0, 0, 37.9213

Atoms and the computed forces on them: element, x, y, z (angstrom), force x, y, z (eV/angstrom)
Si, 0, 0, 0.683, -0.0119, 0.0305, 0.01
Si, 5.469, 0, 0.683, -0.0047, -0.0005, -0.0216
Si, 2.7345, 2.7345, 0.683, -0.022, -0.0183, 0.006
Si, 8.2035, 2.7345, 0.683, 0.0139, 0.0357, -0.0199
Si, 0, 5.469, 0.683, 0.0207, -0.0152, -0.0141
Si, 5.469, 5.469, 0.683, 0.0151, 0.0083, -0.0025
Si, 2.7345, 8.2035, 0.683, 0.0289, 0.0309, -0.0064
Si, 8.2035, 8.2035, 0.683, 0.0009, 0.0521, 0.0035
Si, 1.3673, 1.3673, 2.0503, -0.0519, 0.0186, 0.1489
Si, 6.8362, 1.3673, 2.0503, -0.0477, -0.0708, -0.2559
Si, 4.1018, 4.1018, 2.0503, -0.0626, 0.0257, 0.0414
Si, 9.5708, 4.1018, 2.0503, -0.018, -0.0592, -0.1579
Si, 1.3673, 6.8362, 2.0503, -0.1181, 0.0128, -0.2319
Si, 6.8362, 6.8362, 2.0503, -0.0924, -0.0153, 0.1144
Si, 4.1018, 9.5708, 2.0503, 0.0839, -0.0279, -0.1167
Si, 9.5708, 9.5708, 2.0503, -0.0134, -0.0326, 0.1009
Si, 2.7345, 0, 35.8698, 0.2776, 0.4023, 0.1126
Si, 8.2035, 0, 35.8698, -0.1413, -0.0171, 0.1489
Si, 0, 2.7345, 35.8698, 0.0392, 0.0221, -0.2796
Si, 5.469, 2.7345, 35.8698, -0.161, 0.1337, -0.0319
Si, 2.7345, 5.469, 35.8698, 0.0286, -0.1926, 0.0781
Si, 8.2035, 5.469, 35.8698, -0.118, 0.0449, -0.267
Si, 0, 8.2035, 35.8698, -0.0493, -0.1514, 0.1414
Si, 5.469, 8.2035, 35.8698, 0.3461, -0.2937, 0.0842
Si, 4.1018, 1.3673, 37.237, -0.0657, -0.0368, 0.0662
Si, 9.5708, 1.3673, 37.237, 0.0602, -0.1082, -0.0344
Si, 1.3673, 4.1018, 37.237, -0.0429, 0.0589, 0.0153
Si, 6.8362, 4.1018, 37.237, -0.0029, -0.0073, -0.0177
Si, 4.1018, 6.8362, 37.237, 0.009, -0.0264, -0.015
Si, 9.5708, 6.8362, 37.237, 0.0124, 0.0167, 0.0246
Si, 1.3673, 9.5708, 37.237, -0.0119, -0.008, -0.0587
Si, 6.8362, 9.5708, 37.237, 0.0205, -0.0005, 0.0367
Si, -3.9452, -1.3002, 31.7206, -0.0133, -0.0123, 0.0095
Si, 4.5792, 0.8809, 28.149, 0.0863, -0.0589, -0.0712
Si, 2.5699, -0.0446, 30.6632, 0.0699, -0.1158, 0.0286
Si, 8.2166, 7.0648, 25.1336, 0.0341, -0.0056, 0.0109
Si, -1.4882, 6.4493, 17.3665, -0.004, 0.0216, -0.0126
Si, 2.8739, 7.201, 27.5817, -0.0234, 0.0112, 0.0109
Si, 7.9072, 11.7245, 18.8773, 0.0124, 0.0018, -0.0041
Si, 9.6164, 12.3394, 31.9667, 0.0129, -0.0138, -0.0223
Si, -2.7308, 0.3474, 26.9942, 0.0372, -0.065, -0.0104
Si, 10.8766, 2.7235, 30.4904, 0.0094, 0.0009, -0.0135
Si, 9.2303, 3.6815, 29.0966, -0.0067, 0.0054, -0.0264
Si, 6.9922, 7.0891, 29.1684, 0.0567, 0.0441, -0.0125
Si, -0.4161, 9.7626, 29.1994, -0.0029, -0.0452, -0.0433
Si, 8.1581, 5.4012, 30.3554, -0.0123, -0.0602, -0.0046
Si, 0.906, 6.1328, 25.5112, 0.0009, 0.0271, 0.0276
Si, 9.7537, 12.8083, 24.8597, 0.0045, 0.0101, 0.0285
Si, 7.5769, -0.771, 14.7268, 0.0161, -0.0405, -0.0292
Si, 10.0027, 4.756, 26.0903, -0.0209, -0.0399, 0.045
Si, 0.5236, 7.6007, 14.3171, 0.0059, 0.0173, -0.0406
Si, 4.2103, 1.2625, 31.7359, 0.0218, 0.02, -0.0378
Si, 6.6466, 4.0129, 31.5268, 0.0275, 0.0026, 0.0172
Si, 8.6964, 10.8045, 30.4709, -0.0022, 0.0312, 0.0233
Si, 0.3812, 7.9401, 30.5871, 0.0209, -0.0058, 0.0054
Si, 4.0539, 6.9953, 31.7745, -0.0019, -0.0054, 0.0039
Si, 1.1399, 6.141, 18.4294, -0.0074, 0.0089, -0.0041
Si, 5.4662, -2.5649, 30.4395, 0.0176, -0.0128, -0.0012
Si, 1.4366, 4.2206, 31.5854, 0.0058, 0.0075, 0.0065
Si, 3.9198, -1.2266, 29.2027, -0.1039, 0.1128, 0.0992
Si, -0.7097, 4.6303, 15.3807, 0.0116, 0.006, -0.0093
Si, 5.6675, 7.3918, 26.5809, -0.0036, 0.0226, 0.0222
Si, 0.8958, 11.8564, 29.3162, -0.0609, 0.0777, 0.0065
Si, 9.6101, 6.7596, 31.7334, 0.0098, 0.0101, 0.0196
Si, -0.001, 0.0302, 33.3124, -0.0066, -0.029, 0.0126
Si, 5.5623, -0.0321, 33.1527, -0.0215, -0.0036, 0.0118
Si, 2.83, 2.7929, 32.99, -0.0055, 0.0012, 0.0097
Si, 8.0739, 2.7628, 33.0792, -0.0129, 0.0123, -0.0006
Si, 0.0311, 5.4148, 33.113, -0.0183, -0.0237, -0.008
Si, 5.4015, 5.4592, 33.0093, -0.0032, -0.0275, -0.0191
Si, 2.7846, 8.2281, 33.315, 0.0102, -0.0042, -0.0129
Si, 8.2401, 8.163, 33.0898, -0.0044, -0.013, 0.0055
Si, 1.4523, 1.4334, 34.485, 0.0049, 0.0345, 0.0002
Si, 6.8328, 1.3828, 34.5193, 0.0045, -0.0112, 0.014
Si, 4.1074, 4.1191, 34.4712, -0.0077, 0.0005, 0.0095
Si, 9.5355, 4.0846, 34.4681, 0.0206, 0.0256, 0.0216
Si, 1.357, 6.8056, 34.5268, -0.0031, 0.0093, 0.0065
Si, 6.8176, 6.8058, 34.4371, 0.0261, 0.0123, 0.0092
Si, 4.1648, 9.607, 34.5636, 0.0107, 0.0107, 0.0058
Si, 9.542, 9.5431, 34.5381, 0.0038, 0.0093, -0.0019
Si, 2.736, -0.0212, 3.4068, -0.003, 0.0004, -0.0035
Si, 8.1755, 0.001, 3.408, 0.0052, -0.0118, -0.0021
Si, -0.0254, 2.7382, 3.4253, -0.0021, -0.0035, -0.0032
Si, 5.4621, 2.7108, 3.4032, -0.0073, -0.0045, -0.0032
Si, 2.7209, 5.4845, 3.4047, 0.0021, -0.0024, -0.0015
Si, 8.1951, 5.4431, 3.4095, -0.0085, -0.0031, 0.0001
Si, -0.0122, 8.1734, 3.4145, -0.0031, -0.0033, -0.0023
Si, 5.4506, 8.1998, 3.4318, -0.0038, -0.0012, -0.0037
Si, 4.1095, 1.3365, 4.7675, 0.0015, -0.0039, -0.0022
Si, 9.5051, 1.3785, 4.778, 0.0025, 0.0141, -0.0008
Si, 1.3302, 4.1511, 4.7626, -0.0041, 0.0021, -0.0013
Si, 6.8205, 4.0712, 4.767, 0.0059, 0.0052, 0.0007
Si, 4.0429, 6.8563, 4.8014, 0.0028, 0.009, -0.0032
Si, 9.5553, 6.7964, 4.7816, 0.009, 0.0046, -0.0004
Si, 1.3839, 9.5231, 4.7544, 0.0037, -0.003, -0.0019
Si, 6.8222, 9.5749, 4.7911, -0.0003, -0.0019, -0.0045
Si, 2.5858, 0.1361, 8.7467, 0.0019, -0.0026, -0.0028
Si, 5.446, -0.0275, 6.2006, -0.006, -0.004, -0.0027
Si, 2.72, 2.7553, 6.0238, 0.0033, 0.0003, -0.0028
Si, 8.2787, -0.1573, 8.761, -0.0082, -0.0059, 0.0017
Si, -1.4239, 4.1227, 7.5642, 0.0001, 0.0089, -0.0027
Si, 2.7173, 5.3727, 8.8794, -0.0093, 0.0154, -0.0051
Si, 2.6858, 8.1999, 6.2551, 0.0002, -0.0035, 0.0007
Si, 8.1896, 8.1737, 6.1108, -0.0084, -0.007, -0.0049
Si, -0.9301, 0.8585, 10.0266, 0.0146, -0.0061, 0.0236
Si, 8.1375, 2.725, 6.216, -0.0038, -0.0101, 0.0009
Si, -0.0271, 2.6294, 8.7403, -0.0016, -0.0051, 0.0108
Si, 13.9276, 6.3373, 13.1245, -0.0158, 0.0374, 0.023
Si, -2.8349, 5.5731, 8.8206, 0.0168, -0.0078, -0.0039
Si, 5.4235, 5.4426, 6.071, -0.0043, -0.002, -0.0032
Si, 6.7265, 6.8415, 7.4148, 0.0057, 0.0039, -0.0161
Si, 10.91, 10.8939, 6.0068, -0.0043, -0.0102, -0.0008
Si, 1.4328, -2.7258, 23.3707, -0.0075, -0.0068, 0.0035
Si, 3.4574, 4.2926, 17.5033, 0.0008, 0.0003, 0.0004
Si, 1.6398, 3.6314, 10.0378, 0.0057, -0.0209, -0.0148
Si, 1.2959, 1.3885, 7.2618, 0.0056, -0.0015, 0.0109
Si, -1.9738, 7.3144, 10.2097, 0.0203, -0.0193, -0.0007
Si, 3.3659, 1.9124, 10.1223, -0.0055, 0.0038, 0.0119
Si, -0.1136, 10.6121, 18.264, -0.005, -0.0172, -0.0226
Si, 1.3035, 6.8596, 7.6941, 0.0043, -0.0035, 0.0038
Si, 6.7844, 1.3214, 7.6145, 0.0042, 0.0004, -0.0052
Si, 13.0732, 6.3017, 21.1091, 0.0015, 0.0018, 0.0018
Si, 3.3605, -0.1586, 12.2946, 0.0072, -0.0415, 0.0275
Si, 3.5129, 0.8727, 15.1944, 0.0113, -0.0085, -0.0125
Si, -0.0176, 5.4884, 6.2222, 0.0042, 0.0002, -0.0076
Si, 6.3806, 10.3747, 11.738, -0.0339, 0.0546, 0.0482
Si, 4.7428, 14.0228, 22.484, 0.0106, -0.0022, -0.0006
Si, 6.6359, 11.9302, 16.0631, -0.0148, 0.0024, -0.025
O, -12.2523, 37.7136, 16.8741, -0.0035, -0.0005, -0.002
O, -5.4972, 36.8548, 21.36, -0.0039, 0.0039, 0.0025
O, 12.9228, 21.0095, 11.6864, -0.0021, 0.0069, -0.0128
O, -8.5052, -12.9363, 24.4288, 0.0007, 0.003, -0.0016
O, -1.1361, 4.3189, 27.6614, 0.0011, 0.0095, -0.0069
O, 5.4809, 16.3186, 10.7507, -0.008, 0.0119, 0.033
O, -19.0359, 17.0553, 28.8252, 0.007, 0.0091, 0.0121
O, -10.6508, 4.8615, 18.9848, 0.0012, 0.002, 0.0003
O, 4.4583, 15.4678, 16.2409, -0.002, 0.0006, 0.0059
O, -2.2974, -36.4212, 23.5835, -0.0197, 0.002, 0.0126
O, 4.764, -0.9011, 11.8358, 0.0113, -0.0092, -0.0171
O, 17.8875, 19.6152, 15.0173, 0.003, -0.004, 0.0122
O, -30.7844, 5.0386, 12.8825, -0.0059, -0.0097, -0.0077
O, 31.1271, -10.8648, 18.2733, -0.0078, 0.0079, 0.0092
O, 43.804, -4.8928, 14.9038, -0.0092, -0.0518, 0.0219
O, -14.906, 22.1029, 25.894, -0.018, 0.0086, -0.0285
O, -12.9179, -2.7757, 26.1332, -0.0117, -0.033, -0.038
O, 22.882, -16.7317, 21.4761, 0.0027, 0.0042, 0.0013
O, -32.557, 47.0531, 15.4347, -0.0132, 0.017, 0.0098
O, 29.3438, -7.3976, 11.2044, -0.0122, 0.0193, -0.0147
O, 16.7175, 19.937, 26.9411, 0.004, -0.0483, 0.0079
O, 18.792, 24.2777, 21.5574, 0.002, 0.0029, -0.008
O, 17.2429, -4.4523, 27.7905, -0.0071, 0.0194, -0.0001
O, -24.3283, 17.4981, 18.6749, 0.0037, -0.006, -0.0025
Si, -14.2921, -7.6667, 14.5038, 0.0032, -0.0223, -0.0215
Si, 7.6682, -5.2703, 19.7694, -0.0001, 0.0057, -0.0029
Si, -5.6425, 2.7008, 8.9129, -0.0053, -0.0032, -0.0048
Si, -16.1373, 23.9511, 30.0289, -0.0842, 0.0343, 0.0013
Si, 4.0641, 4.0784, 7.4231, 0.0125, -0.0129, 0.01
Si, -6.0685, 15.9464, 20.1744, -0.0012, 0.0046, 0.01
Si, -3.3069, -3.7394, 14.9956, 0.0067, 0.0323, -0.0067
Si, -1.2809, 9.4934, 7.4128, 0.0019, 0.0129, 0.0087
Si, 9.5181, 28.4694, 12.3971, 0.0537, 0.0245, 0.0797
Si, -3.6109, 12.6235, 22.9093, 0.0127, 0.0116, 0.004
Si, 13.5429, -7.2887, 24.5373, -0.0127, 0.021, 0.0091
Si, -20.5579, 20.4454, 32.0641, -0.0118, 0.0589, -0.0228
Si, 18.814, 1.5875, 29.0299, -0.0387, 0.0634, 0.013
Si, 0.8014, 4.2084, 12.1638, -0.0112, -0.0027, 0.0341
Si, -8.5396, 23.19, 17.8734, -0.0088, -0.0054, -0.0048
Si, 8.9316, 9.0832, 27.5354, 0.0129, 0.0644, 0.0182
Si, 15.2241, -15.4181, 10.2994, -0.0175, -0.0007, 0
Si, -7.9793, -0.5259, 24.8401, 0.0242, -0.0002, 0.0176
Si, 16.4694, 10.548, 26.3808, -0.0319, 0.0723, 0.0389
Si, 8.5747, 35.564, 20.1441, -0.0032, -0.0069, 0.0208
Si, 16.2425, 27.0409, 15.0027, 0.0068, 0.0039, -0.0047
Si, 18.7161, -11.6877, 21.4252, -0.0049, 0.007, -0.0062
Si, -11.0675, -0.9503, 15.2376, -0.0288, -0.0251, 0.01
Si, 13.1853, 17.1754, 30.4019, -0.0107, -0.0095, -0.01
Si, 8.5432, 18.3774, 21.9654, 0.0048, -0.0014, 0.0038
Si, 11.8754, 13.0863, 14.4598, -0.0037, -0.0212, -0.0035
Si, -14.094, -8.8979, 11.7631, -0.0259, -0.0124, 0.0209
Si, 10.8897, 8.2901, 9.1084, 0.027, 0.0043, -0.0046
Si, 1.2931, 12.3039, 23.1638, -0.0179, 0.0082, 0.0049
Si, -8.2902, 12.3985, 26.9478, -0.0072, 0.0302, 0.0226
Si, -6.8763, 20.5207, 7.6244, -0.0006, 0.0066, -0.0081
Si, 18.2257, 9.0504, 10.0459, -0.0359, 0.0414, -0.0028
Si, 21.5487, -1.5663, 21.1381, 0.0026, 0.0114, -0.0088
Si, 6.5578, 4.314, 10.0566, 0.0109, -0.0229, 0.0004
Si, -10.4101, 4.0254, 20.3506, -0.0084, -0.0052, 0.0054
Si, -9.9076, 10.1748, 10.2593, -0.0007, 0.0105, 0.0221
Si, -8.3949, 12.7064, 20.6665, -0.0025, 0.0047, 0.0025
Si, 5.4174, -13.7588, 8.944, 0.0004, 0.0166, 0.0107
O, 6.1617, -6.9169, 14.2094, 0.0071, -0.0016, 0.0089
O, 40.9271, 30.0763, 28.666, -0.0571, -0.0379, 0.0279
O, -8.3642, -10.4285, 23.669, -0.0046, 0.0092, 0.0013
O, 4.5733, 32.2772, 25.0548, -0.0136, -0.0094, -0.0249
O, 0.7995, -9.906, 18.1361, 0.0118, 0.0097, 0.0046
O, 24.8153, -32.469, 16.6555, -0.0017, 0.0057, 0.0083
O, 24.1782, -3.6092, 22.3318, 0.0003, 0.001, 0.0003
O, -30.6797, 29.3373, 13.9744, 0.0153, -0.0155, 0.0068
O, 0.5247, 7.1877, 24.2848, -0.0006, 0.0169, -0.0182
O, -29.0152, 2.0461, 21.6495, -0.0003, 0.0023, 0.0017
O, -18.3546, 17.8906, 11.6922, 0.0064, -0.0162, 0.013
O, -6.9812, 3.902, 23.6585, 0.0018, 0.0002, 0.0035
O, -12.6042, 1.5023, 11.3802, 0.0157, -0.0129, -0.0366
O, 18.8554, 36.9007, 19.4706, 0.0021, 0.0062, -0.0025
O, 11.63, 20.2919, 22.4361, 0.0032, 0.0006, 0.0049
O, 8.2748, 6.7505, 13.5236, -0.0131, 0.0028, -0.0088
O, -27.7223, 12.1512, 15.4923, 0.0014, -0.0053, 0.0158
O, 5.8754, 24.1472, 23.2987, -0.0085, 0.0057, 0.0002
O, 32.5252, -3.2397, 12.8816, -0.0324, -0.013, -0.0178
O, 12.3035, 12.6779, 27.9266, 0.0344, -0.0206, 0.0193
O, 3.6384, 38.5899, 20.8661, 0.0029, -0.0012, -0.0028
O, -8.5523, 5.5508, 17.5352, 0.0042, -0.0028, 0.0019
O, 13.024, 16.0461, 25.0121, 0.0123, -0.0111, -0.0047
O, 22.3012, -10.3597, 14.7246, 0.0171, 0.0502, -0.0116
O, 20.1478, 10.0903, 14.8759, -0.0009, 0.0037, 0.0032
O, 21.9059, 7.0399, 17.6387, -0.0005, -0.0077, 0.0072
O, -26.0599, 11.7285, 17.6944, 0.008, 0.0004, 0.0074
O, -11.5462, 16.0582, 12.228, 0.0134, -0.0158, -0.0205
O, 0.2506, 31.6201, 19.6346, 0.0034, -0.0017, 0.0143
O, 8.147, 16.9518, 21.2984, 0.001, -0.0027, -0.0003
O, 30.534, 5.5474, 25.5647, -0.0036, 0.0139, -0.0022
O, -4.8665, 16.9355, 19.6822, 0.003, 0.0008, 0.0026
O, -0.9836, 29.7395, 21.228, -0.0041, -0.0036, 0.0074
O, -2.1386, 18.2412, 16.1415, -0.0022, -0.0191, 0.0241
O, -6.644, 27.7825, 13.9828, -0.0067, -0.0027, -0.003
O, 12.4098, 17.9737, 26.767, 0.0014, -0.0151, -0.0111
O, -1.4217, 22.8698, 26.2181, -0.0019, 0.0082, -0.0085
O, -21.9964, 22.9268, 23.9136, 0.0108, 0.005, -0.0097
O, 1.6915, 17.9559, 19.6962, 0.0016, -0.0034, 0.0013
O, 14.3115, -0.1945, 13.9458, 0.0022, 0.0094, -0.0009
O, 13.6249, -19.0211, 17.4062, 0.0031, 0.0051, 0.0036
O, -28.4543, -6.7359, 18.8584, 0.0005, 0.0022, 0.0014
O, 11.0671, -12.0668, 16.8558, 0.0048, 0.0015, 0.0241
O, 9.4085, -11.4403, 21.4477, 0.002, -0.0008, 0.0052
O, -3.7606, -11.5172, 13.153, 0.0032, -0.0061, -0.0018
O, 28.4719, -20.8551, 11.2373, 0.0288, -0.0041, -0.0141
O, 24.115, 54.7292, 26.1927, 0.0257, 0.0009, 0.0016
O, 1.5641, 46.697, 23.4888, 0.0041, -0.0017, 0.0032
O, 10.1414, -29.7006, 20.5946, 0.0023, 0.0056, -0.0045
O, 15.037, -14.9316, 26.5077, 0.0256, 0.0019, 0.0069
O, -3.4766, 2.412, 15.8851, 0.0026, 0.0094, 0.0042
O, -7.471, 23.2564, 11.7172, 0.0058, 0.0157, -0.01
O, 29.0398, 11.0148, 22.6789, -0.0002, -0.0024, 0.0024
O, -0.674, -7.5682, 25.2466, 0.0069, 0.004, -0.0077
O, 3.0211, 30.5971, 28.1796, 0.0262, -0.0407, -0.0266
O, -10.3154, -8.1848, 12.9568, 0.0061, 0.0154, -0.0072
O, 12.809, -51.5486, 20.1144, -0.001, 0.0023, 0.0012
O, 2.5674, -30.6773, 14.7169, -0.0063, 0.0086, 0.0043
O, 1.322, 44.837, 21.5446, 0.0029, -0.0012, -0.0007
O, -35.9587, 2.1318, 13.3749, -0.0064, 0.0173, 0.0053
O, 8.343, 12.9824, 24.1034, -0.0062, -0.0073, -0.0002
O, -4.3662, -14.7368, 25.2427, 0.0063, -0.0032, 0.0007
O, -36.3099, -2.3364, 21.5948, 0.0012, 0.002, 0.0045
O, 24.952, -31.8482, 19.3396, 0.0043, 0.0019, 0.0084
O, 13.7626, 13.632, 25.862, 0.0073, -0.0177, 0.0165
O, 7.2081, 10.7464, 20.0069, 0.004, -0.0008, 0.0092
O, 30.7577, 4.257, 14.5112, 0.0114, -0.0053, 0.0238
O, -4.4869, -4.7319, 15.5257, -0.0143, -0.0092, 0.0083

Results
free energy: -157844.431 eV
free energy less fixed offsets of O -568.88, Si -635.61 eV per atom: 3.789 eV

The program warned: the cutoff lies below the one the program advises for these potential files; the exchange-correlation potential is rough where the density is thin.
